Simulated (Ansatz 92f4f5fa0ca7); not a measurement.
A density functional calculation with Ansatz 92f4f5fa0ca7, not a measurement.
Periodic cell of 273 atoms, Si166O101H6, from a study of silicon, its oxide and their interface. The atomic structure is a simulated model.

Settings
functional: PBE
potential files: Ansatz PAW
basis: plane waves
wave-function cutoff: 700 eV
density cutoff ratio: 5
exchange-correlation grid ratio: 1
k mesh: 2 x 2 x 1, shifted by 0.5 0.5 0.5 of a step
self-consistency stop: 5e-08 eV per atom in the density residual
occupations: fixed
spin: none
net charge: 0

Cell vectors (angstrom)
a	11.6015	0	0
b	0	13.3963	0
c	0	0	30.9504

Atoms: element, x, y, z (angstrom)
Si	11.7804	-0.0779	24.4619
Si	3.9359	-0.0616	24.2626
Si	7.7816	-0.0222	24.5111
Si	1.8141	3.3764	24.254
Si	5.8875	3.2683	24.239
Si	9.8279	3.2072	24.4029
Si	11.6416	6.716	24.0028
Si	3.9565	6.6346	24.2648
Si	7.7951	6.6309	24.2084
Si	2.1653	9.8763	24.0642
Si	5.8825	10.0224	24.1441
Si	9.8477	10.0642	24.1121
Si	11.7023	2.1441	25.3
Si	3.8506	2.2226	24.8792
Si	7.8011	2.224	25.1515
Si	1.9488	5.6114	24.9624
Si	5.8745	5.5065	25.0101
Si	9.7623	5.5337	24.9181
Si	11.7389	8.904	24.8948
Si	4.0224	8.8542	25.0446
Si	7.8656	8.9175	24.8659
Si	2.0828	12.1017	25.0391
Si	5.8394	12.2097	25.1022
Si	9.7651	12.2339	25.0527
Si	11.6588	2.1937	27.5921
Si	3.8762	2.2282	27.3054
Si	7.7743	2.236	27.4825
Si	1.9476	5.5874	27.3567
Si	5.8355	5.5423	27.3806
Si	9.7207	5.5716	27.3284
Si	11.6727	8.9046	27.3155
Si	3.9367	8.8962	27.4069
Si	7.7952	8.9211	27.299
Si	2.0069	12.1915	27.407
Si	5.8297	12.2442	27.4463
Si	9.7217	12.2342	27.419
Si	2.0077	1.056	28.1973
Si	5.8057	1.1145	28.1731
Si	9.6893	1.0724	28.2204
Si	11.6312	4.4743	28.1971
Si	3.876	4.4459	28.1593
Si	7.7823	4.477	28.1917
Si	1.978	7.8031	28.1787
Si	5.8698	7.7825	28.1648
Si	9.7237	7.8072	28.1401
Si	11.651	11.1187	28.1836
Si	3.9184	11.1139	28.2227
Si	7.7747	11.1291	28.1854
Si	1.9336	1.1164	30.5554
Si	5.8008	1.1164	30.5554
Si	9.6679	1.1164	30.5554
Si	0	4.4654	30.5554
Si	3.8672	4.4654	30.5554
Si	7.7343	4.4654	30.5554
Si	1.9336	7.8145	30.5554
Si	5.8008	7.8145	30.5554
Si	9.6679	7.8145	30.5554
Si	0	11.1635	30.5554
Si	3.8672	11.1635	30.5554
Si	7.7343	11.1635	30.5554
Si	0	0	0.3944
Si	3.8672	0	0.3944
Si	7.7343	0	0.3944
Si	1.9336	3.3491	0.3944
Si	5.8008	3.3491	0.3944
Si	9.6679	3.3491	0.3944
Si	0	6.6981	0.3944
Si	3.8672	6.6981	0.3944
Si	7.7343	6.6981	0.3944
Si	1.9336	10.0472	0.3944
Si	5.8008	10.0472	0.3944
Si	9.6679	10.0472	0.3944
Si	11.5401	0.0699	2.7708
Si	3.8556	0.0569	2.7274
Si	7.6704	0.0571	2.7813
Si	1.8603	3.3781	2.8066
Si	5.756	3.3867	2.7678
Si	9.6072	3.3645	2.7824
Si	11.6265	6.7366	2.7672
Si	3.8099	6.7269	2.769
Si	7.7486	6.7459	2.7377
Si	1.9033	10.0899	2.7496
Si	5.7666	10.0554	2.7428
Si	9.6354	10.1051	2.7705
Si	11.5073	2.2806	3.6687
Si	3.8118	2.2772	3.5598
Si	7.6581	2.2886	3.6596
Si	1.9103	5.5869	3.6822
Si	5.7841	5.6495	3.4407
Si	9.6891	5.6172	3.4905
Si	11.5696	8.9822	3.5456
Si	3.824	8.9674	3.547
Si	7.7031	8.9669	3.5314
Si	1.908	12.3624	3.4242
Si	5.7382	12.2838	3.5181
Si	9.5999	12.3581	3.5768
Si	11.3725	2.3068	6.115
Si	3.7419	2.2845	5.9376
Si	7.5362	2.3581	6.1013
Si	1.887	5.5897	6.1418
Si	5.731	5.7054	5.7624
Si	9.6866	5.669	5.8286
Si	11.5329	9.0204	5.9033
Si	3.7641	8.9917	5.9177
Si	7.6623	8.9641	5.8851
Si	1.8333	12.4396	5.7357
Si	5.6439	12.2474	5.8666
Si	9.4892	12.3956	5.9639
Si	1.7646	1.2246	6.7071
Si	5.5995	1.0369	6.7105
Si	9.3808	1.1896	6.9659
Si	11.4667	4.5508	6.9315
Si	3.9608	4.5098	6.7248
Si	7.6901	4.7331	6.6117
Si	1.8416	7.8861	6.7141
Si	5.7163	7.8877	6.6645
Si	9.6103	7.8854	6.6358
Si	11.5246	11.3286	6.4731
Si	3.6179	11.2298	6.6645
Si	7.5888	11.1758	6.6425
H	1.8409	7.9889	8.2121
H	7.5296	11.1289	8.1388
H	9.6323	7.868	8.1347
O	11.2421	4.677	8.612
O	9.0781	1.2226	8.6482
O	3.2599	11.2458	8.2991
O	5.3801	0.6394	8.3164
O	4.508	4.4446	8.3046
O	0.2671	11.6223	8.0678
O	5.7896	7.8214	8.3351
O	7.8178	5.3841	8.1477
O	1.8293	1.2726	8.3765
H	7.7428	6.5874	22.7076
H	3.9566	-0.1648	22.7688
H	3.9686	6.6634	22.7631
O	2.5017	9.6296	22.4312
O	0.49	-0.0883	22.8292
O	10.1727	2.8995	22.7874
O	11.6114	6.7988	22.3144
O	6.0587	3.2273	22.5878
O	5.6829	10.106	22.4756
O	1.2362	3.5351	22.6684
O	10.1022	10.2022	22.4499
O	7.5717	0.0567	22.8735
Si	0.9539	4.4078	14.9196
Si	6.2277	8.0504	12.5811
Si	11.4892	7.4403	20.796
Si	2.4069	9.3109	20.8173
Si	9.3154	1.2314	17.66
Si	11.3125	4.756	19.2747
Si	3.0613	2.4001	14.2199
Si	4.4703	0.8206	19.4451
Si	8.6906	4.1463	17.6417
Si	8.7419	12.0121	19.2856
Si	4.7379	7.9388	16.5917
Si	8.7901	0.1616	9.8917
Si	4.8301	4.879	9.8459
Si	-0.1164	3.1238	21.828
Si	8.2639	0.3786	21.4611
Si	10.7676	10.1711	11.787
Si	6.2623	2.6177	21.1013
Si	4.4411	9.9588	14.1972
Si	4.1447	3.0558	17.1092
Si	6.0501	11.6533	18.5625
Si	10.3027	4.9286	12.8035
Si	1.0898	1.3475	9.8289
Si	9.5098	9.7391	20.9902
Si	6.0444	4.7911	18.758
Si	6.3086	9.7156	21.0171
Si	7.9573	5.1923	9.7505
Si	5.6091	5.9668	14.6476
Si	10.6844	3.8565	9.9351
Si	7.6876	0.6888	15.0075
Si	5.0079	12.4165	15.8682
Si	9.6975	13.0077	12.7992
Si	2.0164	12.2433	19.5997
Si	4.8986	7.705	19.4934
Si	5.0034	7.8964	9.7598
Si	2.0393	13.2719	16.7581
Si	9.0381	7.4675	11.7956
Si	3.7916	2.2355	11.2975
Si	1.0059	13.2863	14.0463
Si	1.9861	10.7197	12.4673
Si	11.2284	11.9948	9.4882
Si	5.5875	0.0342	9.8134
Si	3.0557	5.5909	16.2106
Si	11.5009	0.2685	21.3671
Si	0.58	2.5753	17.3934
Si	3.7426	10.8464	9.8051
Si	7.9975	3.8076	14.5896
O	7.7932	12.5387	20.5154
O	6.2446	0.0454	15.4838
O	1.7379	12.2035	13.0869
O	6.0022	8.1634	20.5957
O	0.4305	13.2699	10.146
O	5.9253	7.0534	15.8563
O	7.5507	5.1562	18.2463
O	4.1251	1.9202	18.2812
O	11.3605	10.6507	10.3578
O	5.3391	11.3894	17.1122
O	5.0369	1.5873	20.7669
O	3.161	13.3712	19.9328
O	7.6457	11.4242	18.2317
O	3.4483	6.9796	16.9462
O	4.2718	6.4334	10.0273
O	9.8892	11.3907	12.4833
O	9.8806	0.2154	21.4875
O	9.421	13.3552	18.675
O	1.8003	12.2336	17.987
O	6.0494	8.1229	10.9742
O	2.587	10.9763	10.9556
O	5.6209	13.2057	18.8844
O	10.8471	1.7021	17.5928
O	4.759	11.5124	14.539
O	0.7806	3.6886	18.6012
O	5.4727	6.7496	13.218
O	10.0692	4.7696	18.231
O	0.5695	9.8794	12.5966
O	5.6812	9.3986	13.3022
O	11.7315	6.3145	19.6116
O	1.7566	1.4369	17.2399
O	3.0637	9.8654	13.3388
O	1.9555	1.2048	14.1297
O	9.9913	6.5101	12.6727
O	7.1945	-0.0825	10.0894
O	8.9801	4.0759	13.2926
O	7.7054	1.8342	20.9624
O	4.0777	9.2381	9.7696
O	0.9687	8.6224	20.5585
O	9.6083	12.2386	9.3693
O	5.192	8.4743	18.0601
O	9.0248	3.9416	9.9465
O	7.9085	9.7213	21.1574
O	9.8766	8.838	11.4799
O	11.0358	4.441	11.4209
O	-0.1684	2.401	9.8571
O	6.7156	4.8044	14.4882
O	5.676	10.693	19.8458
O	3.4842	8.2339	20.1683
O	8.7174	0.66	16.2684
O	9.3822	0.4593	11.4088
O	4.0138	2.2672	12.9153
O	6.434	4.8254	10.2585
O	6.1808	3.8666	20.0794
O	7.8284	7.919	12.7888
O	8.5219	6.5678	10.4922
O	8.4172	-0.1688	13.8071
O	0.9766	12.7807	15.6075
O	3.0111	4.2528	17.1787
O	4.0652	3.7634	10.7616
O	10.0534	8.2376	20.6154
O	9.8016	10.8663	19.8082
O	11.0869	0.1806	13.4905
O	4.2641	9.112	15.5786
O	1.5434	5.7507	15.6417
O	11.3679	4.858	13.9813
O	4.8788	1.134	10.784
O	8.463	2.5717	18.1216
O	5.125	6.0915	19.1947
O	2.4917	10.7529	20.0528
O	4.0082	2.4372	15.5826
O	0.2772	1.7948	20.9636
O	3.5999	13.1734	16.2439
O	8.7577	4.146	16.0032
O	5.495	3.9331	17.4577
O	2.1675	3.7497	14.0632
O	0.3802	3.333	15.9792
O	0.6025	12.6495	20.3134
O	7.4834	2.2519	14.5442
O	4.9652	11.9252	10.0979
O	2.254	1.7708	10.9048
O	4.1536	5.336	15.0135
O	10.9563	4.2183	20.7648

Results
free energy: -163086.236 eV
free energy less fixed offsets of H -17.10, O -569.03, Si -635.61 eV per atom: -0.346 eV

Forces (eV/angstrom), in the order of the atoms: element, x, y, z
Si	0.0299	0.007	-0.0605
Si	-0.0056	0.0042	0.0261
Si	-0.0398	-0.0176	-0.0576
Si	-0.0937	-0.0175	-0.0491
Si	0.0256	-0.05	-0.054
Si	0.0094	0.0015	-0.0352
Si	-0.0077	-0.0014	-0.0858
Si	0.0245	-0.012	-0.0342
Si	-0.0171	0.0201	-0.0319
Si	0.0323	-0.0242	-0.0448
Si	-0.0412	-0.0026	-0.0558
Si	0.0235	-0.0521	-0.0756
Si	0.0372	-0.0256	-0.0444
Si	-0.0161	-0.0081	0.0645
Si	0.038	0.0342	-0.0134
Si	-0.0174	0.0132	0.0048
Si	0.0017	0.0277	-0.0013
Si	0.0261	-0.0089	0.0158
Si	0.0158	0.0074	0.0195
Si	0.0036	-0.0014	-0.0075
Si	-0.0096	-0.0147	0.0314
Si	0.0541	0.0004	0.0076
Si	-0.0405	-0.0008	-0.0173
Si	0.0134	0.0286	0.0411
Si	-0.0045	0.026	-0.0054
Si	-0.0132	0.016	-0.0371
Si	0.0017	0.0009	-0.0186
Si	0.0026	-0.0085	-0.0311
Si	-0.0094	-0.0139	-0.0127
Si	0.0202	0.0131	-0.0358
Si	0.0011	0.0098	-0.0394
Si	-0.0083	0.0061	-0.0266
Si	-0.0102	0.0044	-0.0376
Si	-0.0144	0.0302	-0.0167
Si	0.0036	0.0076	-0.0146
Si	-0.0015	0.0137	-0.0393
Si	0.0442	-0.0286	0.0128
Si	-0.0094	-0.0092	0.0221
Si	-0.0195	0.0038	-0.0043
Si	-0.0073	-0.0082	0.0129
Si	0.012	0.0104	0.0132
Si	-0.0049	0.0088	0.0071
Si	-0.0087	0.0132	-0.0002
Si	0.0203	0.0128	0.0145
Si	-0.0028	-0.0036	0.0204
Si	0.0195	-0.0022	0.0114
Si	0.015	-0.006	-0.0017
Si	-0.0127	-0.0006	0.0088
Si	0.2647	-0.164	0.0974
Si	-0.1033	-0.0024	-0.1897
Si	-0.0049	-0.1341	0.204
Si	0.05	0.1507	0.0973
Si	0.0027	-0.0196	-0.1424
Si	0.1135	0.1188	0.0388
Si	0.0101	-0.0136	-0.1665
Si	0.1847	0.0055	-0.1451
Si	0.0435	0.0019	-0.2819
Si	0.0743	-0.1604	0.0049
Si	0.0497	-0.1066	0.2634
Si	0.0787	-0.1441	0.0109
Si	-0.1882	0.2131	0.0238
Si	0.0271	0.1681	-0.1822
Si	-0.0611	0.1733	0.1134
Si	-0.1682	0.0532	0.2538
Si	-0.0171	-0.0774	-0.0022
Si	-0.1087	-0.0794	0.1222
Si	0.1566	-0.0012	0.0599
Si	-0.2358	0.0275	-0.0166
Si	0.0187	0.0466	-0.1579
Si	-0.0197	0.0104	-0.0479
Si	-0.0836	-0.0001	-0.1099
Si	-0.0549	0.1334	0.0782
Si	-0.0404	-0.006	-0.0181
Si	0.0129	0.0005	-0.0004
Si	-0.009	0.013	-0.0112
Si	-0.0237	-0.0174	-0.0129
Si	0.016	-0.0087	-0.0088
Si	-0.0008	0.0076	-0.0131
Si	0.0191	0.0139	-0.0129
Si	-0.0328	0.0057	-0.0133
Si	0.0046	-0.0208	0.0091
Si	-0.0225	0.0038	-0.0056
Si	-0.0143	0.0069	-0.0043
Si	0.0093	0.015	-0.0061
Si	0.0191	0.0018	0.0342
Si	0.0088	0.0016	0.0306
Si	-0.0022	-0.0178	0.0359
Si	-0.0187	-0.0032	0.0437
Si	-0.0151	-0.0108	0.0177
Si	-0.0094	-0.0125	0.0102
Si	-0.0002	-0.0124	0.0077
Si	0.0211	-0.0143	0.0315
Si	0.0025	0.0034	0.024
Si	0.0088	-0.0238	0.0108
Si	-0.0068	-0.0162	0.0186
Si	-0.0057	-0.0229	0.024
Si	-0.0283	-0.0114	-0.035
Si	0.0224	-0.0103	0.0062
Si	-0.0093	0.0197	-0.0236
Si	0.0084	-0.0005	-0.0593
Si	0.0229	-0.026	0.0306
Si	0.0256	-0.005	0.0372
Si	0.0046	0.0185	-0.0087
Si	0.0065	0.0099	-0.0152
Si	0.0061	-0.002	-0.0056
Si	0.0414	-0.0164	0.028
Si	-0.0007	0.0109	0.0025
Si	-0.001	-0.0198	-0.034
Si	0.0407	0.0371	0.0521
Si	-0.011	-0.0084	0.0645
Si	-0.0193	0.017	0.0645
Si	-0.0548	0.0169	0.0643
Si	0.0844	0.031	0.0671
Si	-0.0181	0.0082	0.0318
Si	-0.0003	-0.0096	0.024
Si	0.0071	0.0076	0.0678
Si	0.0028	-0.0026	0.0266
Si	0.0502	-0.0068	0.0457
Si	-0.0608	-0.0205	0.0559
Si	0.0147	0.022	0.0205
H	-0.0024	-0.0055	0.003
H	0.0001	-0.0098	0.0029
H	-0.0002	-0.0071	0.0004
O	0.0013	-0.0208	-0.0238
O	0.0075	-0.0215	-0.0145
O	0.0134	-0.0133	-0.0235
O	0.0243	0.0056	-0.0183
O	-0.0518	-0.0106	0.0209
O	-0.0448	-0.0157	0.0056
O	-0.0189	-0.013	0.0053
O	-0.0249	-0.0164	-0.013
O	-0.0159	-0.0082	0.0018
H	0.0041	0.0044	0.0004
H	-0.004	0.0067	-0.0012
H	-0.0016	0.0035	0.0032
O	-0.0251	0.0207	0.0108
O	-0.0463	0.0219	-0.0124
O	0.0078	0.0259	0.0344
O	-0.0009	0.0177	0.0024
O	-0.0153	0.003	0.0004
O	0.0178	-0.0028	0.0126
O	0.0081	-0.0062	0.0206
O	-0.0347	0.0046	-0.001
O	0.0398	0.0091	0.0043
Si	0.0002	0.0032	-0.0007
Si	0.0035	0.0009	0.0001
Si	-0.0079	0.0015	-0.0138
Si	0.0053	0.001	-0.0154
Si	-0.0021	-0.0043	0.0016
Si	-0.0007	0	-0.0033
Si	0.005	-0.0027	-0.0037
Si	0.0021	0.002	-0.0004
Si	-0.0012	0.0035	-0.0011
Si	0.0018	-0.0031	-0.0024
Si	0	0.0022	0.0026
Si	0.0054	-0.0114	0.0084
Si	-0.0112	-0.0059	0.0034
Si	-0.0005	-0.0018	-0.0186
Si	0.0071	-0.0031	0.004
Si	0.0006	-0.0028	-0.0002
Si	0.0018	0.0025	0.0015
Si	-0.0006	0.0004	-0.0003
Si	0.0002	-0.0016	-0.0027
Si	0.0002	-0.0034	-0.0043
Si	0.0007	0.002	0.0029
Si	-0.0006	-0.0003	0.0051
Si	-0.007	0.0036	-0.0013
Si	0.0019	0.0008	0.0013
Si	0.0066	-0.0051	-0.009
Si	-0.0023	-0.0007	0.0183
Si	-0.0007	-0.0021	-0.0017
Si	-0.0005	-0.0145	0.0128
Si	-0.0009	-0.0031	-0.0033
Si	0.0007	-0.0021	-0.0029
Si	-0.0022	-0.0013	0.0023
Si	-0.0034	-0.0012	-0.0056
Si	0.0069	-0.0037	-0.0023
Si	-0.0014	-0.0004	-0.0009
Si	-0.002	-0.0046	-0.0001
Si	0.0031	0.0053	0.0025
Si	-0.0011	0.0032	0.0055
Si	-0.0014	-0.0018	0
Si	-0.0011	-0.0041	0.0013
Si	-0.0041	-0.0063	-0.0015
Si	-0.0005	-0.0046	0.0122
Si	-0.0028	0.0019	0.0017
Si	-0.0099	-0.0083	0.0045
Si	0.0017	-0.0009	0.0004
Si	-0.002	-0.0076	0.0117
Si	-0.0022	-0.0036	-0.0002
O	0.0191	0.0137	-0.0104
O	0.0096	-0.0057	-0.0007
O	-0.0151	-0.0105	0.0101
O	-0.0169	0.0171	-0.0158
O	-0.0001	0.0012	-0.0276
O	-0.0382	-0.0003	-0.0097
O	0.0016	-0.0212	0.002
O	0.0019	-0.0119	0.0108
O	-0.0219	0.0137	0.0115
O	-0.0059	0.0207	-0.0107
O	0.0184	0.0054	-0.0188
O	0.0015	-0.0124	-0.0145
O	-0.0008	0.0094	0.0212
O	0.0167	-0.0116	-0.0337
O	0.0296	-0.0079	-0.0136
O	0.02	0.0117	-0.0122
O	0.0037	0.002	-0.001
O	-0.0218	-0.0215	-0.006
O	0.0134	0.0206	0.0137
O	-0.0228	-0.0069	0.005
O	0.0226	0.0011	0.006
O	-0.0193	-0.0004	0.0147
O	-0.0033	0.0185	-0.004
O	-0.0045	-0.0146	0.0215
O	-0.0186	-0.0097	-0.0154
O	0.0228	0.013	0.0175
O	0.0008	-0.0147	0.0068
O	0.0008	0.0154	0.0047
O	-0.0172	-0.0205	0.0023
O	-0.0106	0.0144	0.0122
O	-0.006	-0.017	-0.0099
O	0.0103	0.0193	-0.0017
O	0.0018	-0.0026	-0.0065
O	-0.0183	-0.0096	-0.0207
O	-0.0082	0.0084	-0.0191
O	-0.0005	0.0108	0.0203
O	-0.0282	-0.0065	0.0176
O	0.0079	-0.0007	-0.0084
O	0.0105	-0.0065	0.0128
O	0.0115	0.0175	0.0214
O	-0.0089	-0.0288	0.0065
O	0.0012	0.0299	-0.0178
O	0.0052	0.0024	-0.0028
O	0.0038	-0.0009	0.0118
O	-0.0074	0.0009	0.0049
O	0.0215	-0.0004	0.006
O	0.004	0.0016	0.0001
O	0.0137	-0.0031	0.0075
O	-0.0018	0.0157	-0.0018
O	-0.0084	0.0166	0.0012
O	-0.0057	-0.0218	0.0118
O	-0.0246	0.0054	-0.0024
O	-0.0053	0.0112	-0.017
O	-0.0024	-0.0093	-0.0127
O	-0.0101	-0.0067	-0.011
O	0	-0.0249	0.0039
O	0.0136	0.0139	-0.0011
O	0.018	0.0108	-0.0089
O	0.0041	0.0044	-0.0239
O	0.0107	-0.0137	-0.0039
O	0.0099	0.0085	0.0165
O	-0.0263	0.0067	0.0147
O	-0.0036	-0.0232	-0.0015
O	0.0131	-0.0111	-0.0135
O	0.0167	-0.0299	-0.0037
O	0.0069	-0.0126	-0.0024
O	-0.0055	-0.0084	-0.0112
O	0.016	0.0122	-0.0239
O	0.0173	0.0051	0.0001
O	-0.0082	-0.0033	0.0063
O	-0.0127	0.0081	-0.002
O	-0.0085	-0.0017	0.0308
O	-0.0085	-0.0178	0.0032
O	-0.0171	-0.0115	0.007
O	-0.0013	0.0004	0.014
O	-0.0006	-0.0028	0.0238
O	0.0208	0.0062	0.0059
O	0.0223	0.008	0.0008
O	0.0184	-0.0019	0.0122
O	-0.0115	0.0138	-0.003
O	0.0133	0.0002	-0.011
O	0.0004	0.0146	0.0207
O	0.012	-0.0172	-0.012

The program warned: the cutoff lies below the one the program advises for these potential files; the exchange-correlation potential is rough where the density is thin.
